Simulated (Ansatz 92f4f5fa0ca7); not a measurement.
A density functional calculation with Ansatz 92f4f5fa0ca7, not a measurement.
Periodic cell of 171 atoms, Si99O72, from a study of silicon, its oxide and their interface. The atomic structure is a simulated model.

Settings: functional r2SCAN; potential files Ansatz norm-conserving; basis plane waves; wave-function cutoff 1300 eV; density cutoff ratio 4; exchange-correlation grid ratio 1; k mesh 2 x 2 x 1, shifted by 0.5 0.5 0.5 of a step; self-consistency stop 5e-08 eV per atom in the density residual; occupations Fermi-Dirac, 0.05 eV; spin none; net charge 0.

Cell vectors (angstrom)
a  11.5403  0  0
b  0  11.5403  0
c  -1.6062  5.1333  21.631

Atoms and the computed forces on them: element, x, y, z (angstrom), force x, y, z (eV/angstrom)
Si  0.4405  -1.2445  -0.093  -0.0751  -0.4532  -0.2603
Si  0.5258  4.318  0.5333  -0.048  0.4281  -0.8386
Si  0.3158  7.3273  0.8728  -0.0385  -0.1619  -0.8334
Si  4.17  -0.7431  0.2433  0.0941  -0.2234  -0.2089
Si  4.0176  3.65  0.5375  -0.0616  -0.2889  -0.5304
Si  4.1144  7.607  0.5137  0.0819  0.4464  -0.0153
Si  7.9816  -0.9126  0.2399  -0.1299  -0.266  -0.3045
Si  8.2142  4.4631  0.1783  0.1271  0.0934  -0.5606
Si  8.0374  7.5338  0.6332  0.0481  0.1173  -0.7566
Si  2.1679  -0.3503  1.4371  0.1153  -0.005  -0.2729
Si  2.2633  3.7353  2.0226  -0.1783  0.0195  -0.0315
Si  2.3019  7.3546  2.0096  0.0678  0.0161  -0.2331
Si  6.1319  -0.3502  1.5841  -0.077  0.0098  -0.3512
Si  6.204  3.6199  1.4655  0.1305  0.2849  -0.167
Si  6.086  7.3432  1.8419  -0.2573  0.0978  -0.3493
Si  10.0379  -0.4485  1.3339  -0.0584  -0.1567  -0.3518
Si  10.0044  3.7315  1.6014  0.0451  0.1111  -0.1175
Si  9.8834  7.4717  2.0413  0.0184  0.0023  -0.2363
Si  2.1894  1.5818  2.9473  0.0403  -0.304  -0.0976
Si  2.3115  5.5395  3.4098  0.0841  0.068  0.2459
Si  2.2544  9.4288  3.0762  0.1535  0.1674  0.3662
Si  6.1947  1.6462  2.8442  -0.0163  -0.189  -0.1201
Si  6.118  5.3965  3.0821  -0.0111  -0.04  0.0281
Si  6.0891  9.3643  3.064  -0.2867  0.0815  0.4089
Si  9.9738  1.5629  2.7586  -0.0374  0.0074  -0.1803
Si  9.9373  5.4691  3.1886  0.0022  0.008  0.2847
Si  9.951  9.5034  3.1119  0.0828  0.1457  0.3012
Si  0.2694  1.5499  4.297  0.0747  0.0494  0.0381
Si  0.2932  5.5252  4.5605  -0.1106  -0.0809  -0.109
Si  0.3312  9.4421  4.4752  -0.0238  0.0599  -0.2641
Si  4.2359  1.6014  4.2464  -0.0008  0.0945  -0.0747
Si  4.3055  5.5034  4.5785  -0.0082  -0.0612  -0.0439
Si  4.1933  9.4176  4.4625  0.1167  -0.02  -0.3258
Si  8.0718  1.5566  4.2588  -0.0827  0.1005  0.0904
Si  7.9948  5.4711  4.5  0.1192  -0.2684  0.0663
Si  8.0028  9.4528  4.4576  0.0056  0.0471  -0.1286
Si  0.3323  -0.2316  5.8937  -0.0161  -0.0774  0.327
Si  0.2779  3.4673  5.6583  0.0376  0.0602  0.084
Si  0.2829  7.5062  5.7811  0.0185  0.0173  0.1891
Si  4.2532  -0.2062  5.8011  -0.0787  -0.1966  0.0855
Si  4.2438  3.469  5.7118  -0.0154  -0.0209  0.0799
Si  4.2636  7.5018  5.8144  0.0106  0.2399  0.0416
Si  7.9728  -0.2155  5.8973  0.094  -0.1397  0.0716
Si  8.0366  3.4301  5.697  -0.0711  0.0571  0.0293
Si  8.0271  7.4997  5.7536  -0.0119  0.08  -0.0719
Si  2.3787  -0.2395  7.2263  -0.0595  0.0167  -0.1651
Si  2.2343  3.4913  6.9285  -0.0758  -0.195  -0.3677
Si  2.2623  7.5118  7.0355  -0.0784  0.1134  -0.2824
Si  6.0368  -0.2692  7.3652  0.0236  0.1403  0.1255
Si  6.1481  3.4661  7.1219  0.1509  -0.2045  -0.0039
Si  6.181  7.5766  7.1944  -0.0465  0.1679  -0.0115
Si  9.9054  -0.2546  7.2992  0.0343  -0.0939  -0.0548
Si  9.9423  3.4144  7.0608  -0.1011  -0.2363  -0.0167
Si  9.9047  7.4451  7.1411  0.1439  0.2781  -0.0781
Si  2.3122  1.7696  8.468  -0.1478  -0.0076  0.3008
Si  2.2846  5.4744  8.0909  -0.1099  0.0531  0.0735
Si  2.3323  9.285  8.5737  -0.1767  -0.0094  0.1812
Si  6.0747  1.6816  8.7362  -0.0325  0.0367  0.1778
Si  6.2318  5.5408  8.2806  0.2109  -0.1149  0.0694
Si  6.0618  9.3267  8.8583  0.0119  -0.1815  0.0686
Si  9.9633  1.6819  8.692  0.145  0.0137  0.3664
Si  9.8707  5.394  8.2341  -0.0897  0.0276  0.2062
Si  9.9411  9.2794  8.6366  0.064  0.1183  0.1837
Si  0.482  1.3773  9.9258  0.2286  0.0024  0.3072
Si  0.3329  5.5705  9.3014  0.026  -0.2316  0.6148
Si  0.4053  9.7073  9.8876  0.1581  0.4738  0.1878
Si  4.0912  2.4093  9.8851  -0.0158  0.2409  0.7258
Si  4.2166  5.4644  9.3442  0.0332  -0.2052  1.0605
Si  4.0404  8.5037  10.0762  -0.1484  -0.1659  0.7892
Si  8.033  2.0646  10.0305  -0.185  0.555  0.1317
Si  8.0712  5.233  9.7498  -0.0856  -0.4879  0.6479
Si  8.0934  9.4111  10.1404  0.0322  0.2618  0.391
Si  11.6677  7.5102  11.5351  0.1308  -0.0138  0.3933
Si  -2.6445  6.7847  15.1217  0.0352  0.1116  0.1857
Si  2.2572  2.3428  12.2058  -0.0876  -0.0856  0.4769
Si  5.407  3.8113  15.1822  0.0844  0.2018  -0.0595
Si  3.2424  4.099  18.8002  0.0798  -0.1653  -0.4377
Si  8.2524  3.0263  15.3779  0.0659  -0.0573  -0.0062
Si  8.1237  11.4841  15.1102  -0.0612  0.0337  0.4437
Si  3.7658  8.5529  13.209  0.0299  -0.0499  0.4214
Si  3.5151  6.3608  15.1162  0.1419  -0.0666  0.2369
Si  1.2017  4.8099  16.5608  0.0021  -0.1403  -0.3574
Si  2.9242  9.115  15.8445  -0.1156  0.091  0.0933
Si  6.8633  8.6146  18.8038  0.0351  0.0853  -0.6245
Si  10.7535  5.3691  18.9477  -0.1165  0.1664  -0.3971
Si  0.5872  7.7293  20.2417  -0.0149  0.0881  -0.2799
Si  12.4889  4.8635  12.1046  0.087  -0.346  0.3954
Si  4.7196  10.6714  17.8339  0.2361  0.1115  -0.4416
Si  5.846  5.6461  19.0745  0.0504  -0.168  -0.5194
Si  2.3749  11.0021  19.8493  -0.065  0.0484  -0.5788
Si  4.4547  1.9813  17.299  0.1602  -0.0769  -0.1438
Si  7.9513  0.1273  12.1743  0.0659  0.0263  0.4032
Si  -2.2251  9.2526  16.9054  0.1173  0.1152  -0.2106
Si  8.6162  7.1741  12.1587  -0.2465  -0.2108  0.46
Si  0.7363  9.4948  17.9148  -0.1253  0.0034  -0.5271
Si  -0.841  4.2801  14.5272  -0.0584  -0.1791  0.2542
Si  5.6343  10.7463  13.7872  -0.1193  -0.0721  0.506
Si  3.6491  1.5453  14.5372  -0.0628  -0.0536  0.0933
Si  8.1936  5.1226  17.4038  -0.0189  -0.0863  -0.2664
O  3.8981  2.6005  18.6967  -0.059  0.2583  -0.0609
O  -0.8414  9.519  17.6708  0.1848  -0.0979  0.1657
O  4.7171  5.2783  15.2992  -0.1702  -0.1395  -0.0518
O  3.8363  4.9274  -0.4769  -0.0067  -0.2704  0.0806
O  -0.2207  6.3651  20.0711  0.0856  0.0476  -0.0293
O  2.0433  5.7304  15.4917  0.0817  -0.0632  0.1058
O  0.4188  11.3112  10.1979  -0.02  -0.3209  -0.2215
O  4.2305  -2.3233  0.62  -0.1331  0.0117  -0.6011
O  9.2922  5.794  18.3818  0.2397  -0.1689  0.128
O  3.3365  1.5955  16.146  0.4006  0.0931  -0.0335
O  3.946  7.3452  -1.1206  0.0663  -0.2577  0.5804
O  -2.0099  3.1668  14.3975  -0.0465  0.2798  0.1605
O  7.0083  8.8834  20.3857  -0.1975  0.1939  0.3523
O  3.8972  10.2206  16.5117  0.0014  -0.0776  0.2065
O  -1.4102  5.7397  14.9734  -0.1298  -0.0716  -0.1346
O  8.1374  6.0978  -0.2421  -0.0652  -0.497  0.6253
O  10.2191  7.3787  12.2357  0.1796  0.0345  -0.3338
O  7.9477  1.469  15.6199  0.0083  -0.0372  -0.2696
O  0.614  -1.0924  -1.7638  -0.0233  0.2295  0.6795
O  11.2873  4.3842  13.0512  0.229  0.1536  -0.167
O  0.8796  1.9413  11.4408  -0.0492  -0.0388  -0.5638
O  0.1145  7.0775  9.9587  0.0837  -0.2155  0.2657
O  12.0912  9.0672  11.4351  -0.2291  -0.2494  -0.5396
O  6.9733  3.8311  14.7397  0.0439  -0.1659  0.1845
O  2.2603  3.9743  12.4365  -0.2028  -0.1221  -0.2691
O  5.2047  9.1934  13.6439  -0.1745  0.1241  -0.2083
O  4.1473  6.8442  10.2755  -0.0633  0.4403  -0.5098
O  4.2608  4.0443  10.2169  -0.2338  -0.1391  -0.6618
O  3.5757  1.8465  11.3751  0.0705  0.2221  -0.4618
O  2.2787  1.6453  13.6833  0.2352  0.2791  -0.4585
O  4.5797  2.8496  14.1669  -0.155  -0.2168  0.2644
O  4.3856  11.7224  14.0852  0.1974  0.0326  -0.0542
O  7.8706  8.4261  11.4592  0.2515  0.1748  -0.5315
O  0.2902  3.8378  15.621  -0.0224  0.3293  -0.0526
O  1.4519  9.3046  16.4788  0.1639  -0.0037  0.3145
O  8.2518  5.8908  11.2498  0.0187  0.2099  -0.4868
O  6.8775  4.745  18.2234  -0.0937  0.2559  0.2187
O  3.5944  8.9146  11.6417  0.1982  -0.142  -0.7195
O  2.2806  4.0681  17.4931  0.0846  0.1024  0.274
O  2.7011  9.2868  14.2338  0.374  -0.2883  -0.1979
O  0.3756  8.6397  -0.1189  0.0642  0.4915  0.3467
O  7.8651  3.6784  10.1651  0.2822  0.0115  -0.2203
O  5.9658  9.7086  18.051  -0.0737  -0.0775  0.2814
O  7.848  6.1824  16.2102  0.2694  -0.1544  0.0804
O  3.4669  2.3472  -0.39  0.1033  0.5301  0.2543
O  5.2878  12.177  17.629  -0.4122  -0.071  0.0647
O  5.4214  3.0962  16.638  -0.2723  -0.1513  -0.0614
O  0.1865  5.4746  17.6419  -0.1399  -0.1339  0.3903
O  -3.4125  7.0058  13.7067  0.2962  0.0184  -0.4781
O  4.3413  5.2777  18.6055  0.0951  -0.1278  0.3105
O  8.5106  -0.7098  10.899  -0.2325  -0.3877  -0.1488
O  6.6548  10.8007  15.0491  0.067  0.1423  -0.4326
O  6.1327  7.1805  18.6787  0.0821  -0.0403  0.313
O  8.2777  8.6946  18.0132  -0.1919  -0.0194  0.1964
O  3.7857  10.6333  19.1512  -0.2422  0.09  0.1707
O  0.3259  5.8996  0.0098  0.0877  -0.2831  0.802
O  6.1081  5.2888  20.6291  0.1194  -0.3703  0.1225
O  1.2079  10.8345  18.7148  0.3702  -0.1404  0.503
O  0.4807  4.5407  10.5825  -0.0712  0.4348  -0.2416
O  8.7181  3.7165  16.7792  -0.1702  0.2791  -0.0595
O  12.6984  6.4789  12.2833  -0.3232  0.1224  -0.3513
O  7.9936  8.9852  -0.2501  0.0149  0.3368  0.7055
O  -2.0507  8.1796  15.6959  -0.2136  -0.1297  0.1022
O  8.0505  1.652  11.6376  0.0047  -0.3031  -0.4382
O  6.3979  11.2479  12.4421  0.2186  0.0396  0.0161
O  3.6857  6.9566  13.598  -0.0558  0.3927  -0.0206
O  1.1798  8.217  18.8113  -0.2409  0.0224  0.481
O  8.9566  10.6781  16.2216  -0.1059  -0.1005  -0.1431
O  3.6252  7.6552  16.1186  -0.1712  0.0717  -0.298
O  4.1044  -0.7285  -1.4329  -0.0445  0.1022  0.8311
O  1.0568  3.6344  -0.8677  0.1419  -0.1606  0.2429
O  8.7582  11.4675  13.5943  -0.3954  0.0356  -0.365

Results
free energy: -45076.069 eV
free energy less fixed offsets of O -463.61, Si -117.95 eV per atom: -19.099 eV
pressure: -0.86 GPa
stress xx, yy, zz, yz, xz, xy (GPa, positive in tension): -0.08, 0.58, 2.09, -0.02, -0.06, -0.14

The program warned: the forces do not sum to zero within the program's tolerance.
